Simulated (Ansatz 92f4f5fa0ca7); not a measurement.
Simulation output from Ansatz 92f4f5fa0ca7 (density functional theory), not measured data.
Periodic cell of 236 atoms, Si145O89As2, from a study of silicon, its oxide and their interface. The atomic structure is a simulated model.
Doubt: the cutoff is far below the 930 eV that the study's wrapper takes by default for these files, so forces and energies are approximate.
This geometry differs little from another in the collection (a relaxation step or a small displacement).

Settings: functional PBE; potential files Ansatz PAW; basis plane waves; wave-function cutoff 580 eV; density cutoff ratio 5; exchange-correlation grid ratio 1; k mesh 1 x 1 x 1, Gamma-centred; self-consistency stop 5e-08 eV per atom in the density residual; occupations fixed; spin none; net charge 0.

Cell vectors (angstrom)
a	11.6015	0	0
b	0	10.938	0
c	0	0	32.0622

Atoms and the computed forces on them: element, x, y, z (angstrom), force x, y, z (eV/angstrom)
Si	-0.1844	-0.0615	23.2835	-0.0036	0.0016	0.0039
Si	3.6806	0.1951	23.0984	0.0004	0.0038	-0.0007
Si	7.572	-0.1474	23.4567	-0.001	0.0018	0.002
Si	1.7026	1.3744	23.4146	0.0034	-0.0025	0.0029
Si	5.7497	1.3864	23.2075	0.0007	-0.0015	0.001
Si	9.4554	1.2285	23.3921	0.0065	0.002	-0.0008
Si	0.1676	5.3052	23.4758	-0.0015	-0.0003	0.004
Si	4.1358	5.2931	23.4142	0.0031	-0.0012	-0.0017
Si	8.0463	5.6024	23.5544	0.0008	-0.0021	0.0019
Si	2.1664	6.569	23.3783	0.0011	0.0005	-0.0052
Si	5.984	6.7606	23.4895	0.0022	0.0011	0.0012
Si	10.0229	6.8642	23.603	0.0028	0.0024	-0.0001
Si	1.914	2.6601	25.3834	0.0015	-0.0004	0.0001
Si	5.84	2.6448	25.2674	0.0017	-0.0006	-0.0017
Si	9.638	2.6817	25.2867	-0.0026	-0.0013	-0.0024
Si	11.6059	3.9966	25.3977	0.0011	-0.0004	0.0011
Si	3.9039	3.9656	25.335	-0.0014	-0.0015	0.0004
Si	7.7505	4.0846	25.3495	0.0009	0.001	0.0028
Si	1.9811	8.1482	25.1922	-0.0012	-0.0001	0.0036
Si	5.7826	8.1678	25.3659	-0.0018	0.0008	0.0008
Si	9.7201	8.2624	25.4322	0.0009	0.0006	0.0011
Si	11.6483	9.5601	25.2676	0.0016	0.0012	-0.0015
Si	3.8727	9.5855	25.0732	0.0008	-0.0006	0.0011
Si	7.6997	9.5156	25.4176	0.0002	-0.0007	-0.0006
Si	11.6568	-0.0141	27.2118	0.0009	-0.0028	-0.0004
Si	3.9063	-0.0594	27.1265	0.0004	-0.0015	-0.0002
Si	7.7638	-0.0191	27.2924	0.0006	-0.001	-0.0009
Si	1.9919	1.3074	27.2787	0.0004	0.0023	0.0011
Si	5.8327	1.3166	27.2179	0.0001	0.0015	0.0004
Si	9.7017	1.3252	27.2237	0.0011	0.0023	0.0005
Si	11.5984	5.4672	27.242	0.0026	0.0016	0.0003
Si	3.8507	5.419	27.2219	-0.0016	0.0033	0.0004
Si	7.7159	5.4591	27.2671	-0.0002	0.0013	-0.0012
Si	1.9424	6.8237	27.1799	0.0013	-0.0023	-0.001
Si	5.7629	6.796	27.2738	0.0023	0.0004	-0.0004
Si	9.6604	6.8111	27.282	-0.0008	-0.0008	-0.0001
Si	1.9473	2.7195	29.1727	0.002	0.0001	0.004
Si	5.7958	2.7127	29.1465	-0.0007	0.0001	0.0005
Si	9.6844	2.7246	29.1498	0.0009	-0.0002	-0.0007
Si	0.0163	4.095	29.1669	0.0023	0.0007	-0.0018
Si	3.8674	4.0857	29.1719	0.0001	-0.0018	-0.0022
Si	7.7341	4.0771	29.1773	0.0005	0.0012	-0.0015
Si	1.9444	8.1827	29.1368	0.002	0.0007	-0.0033
Si	5.7922	8.1922	29.1764	-0.0001	-0.002	0.0011
Si	9.6777	8.202	29.1853	0.001	-0.001	0.002
Si	0.0145	9.559	29.152	-0.0006	0.0006	-0.0017
Si	3.8718	9.5638	29.1265	0.0023	-0.0011	-0.004
Si	7.7361	9.5425	29.195	0.0006	0.0011	0.0058
Si	0	0	31.0965	0.0336	-0.0221	-0.0894
Si	3.8672	0	31.0965	-0.0259	0.0277	-0.2079
Si	7.7343	0	31.0965	-0.0428	0.0391	0.1174
Si	1.9336	1.3673	31.0965	-0.0164	-0.0469	0.0734
Si	5.8008	1.3673	31.0965	-0.02	-0.0597	-0.0529
Si	9.6679	1.3673	31.0965	0.0055	-0.0723	-0.0531
Si	0	5.469	31.0965	0.0162	-0.0338	0.0137
Si	3.8672	5.469	31.0965	0.0145	0.0397	0.0246
Si	7.7343	5.469	31.0965	-0.0078	-0.0111	0.0411
Si	1.9336	6.8362	31.0965	0.0117	-0.0217	-0.1271
Si	5.8008	6.8362	31.0965	-0.0332	-0.1041	0.1148
Si	9.6679	6.8362	31.0965	0.0387	-0.1426	0.1387
Si	1.9336	2.7345	0.9679	-0.0101	0.0666	-0.1102
Si	5.8008	2.7345	0.9679	-0.0123	0.0272	-0.1205
Si	9.6679	2.7345	0.9679	0.0085	0.051	0.044
Si	0	4.1018	0.9679	-0.094	0.0106	-0.1424
Si	3.8672	4.1018	0.9679	0.028	-0.0072	0.0875
Si	7.7343	4.1018	0.9679	-0.0575	0.053	0.1438
Si	1.9336	8.2035	0.9679	0.0138	0.0451	-0.078
Si	5.8008	8.2035	0.9679	-0.055	0.0584	-0.0114
Si	9.6679	8.2035	0.9679	-0.0786	0.0771	0.1081
Si	0	9.5708	0.9679	-0.0598	0.0206	-0.0202
Si	3.8672	9.5708	0.9679	0.011	-0.0055	0.088
Si	7.7343	9.5708	0.9679	0.0341	-0.0008	0.0382
Si	11.5803	0.0116	2.8976	0.0066	-0.0079	-0.0084
Si	3.8468	0.0151	2.9188	0.0016	-0.0107	-0.0043
Si	7.7274	0.0091	2.897	0.0044	-0.0083	-0.004
Si	1.9151	1.3704	2.8781	0.0035	-0.0067	0.0016
Si	5.8016	1.3613	2.8831	-0.0053	0.0043	-0.0051
Si	9.6409	1.3784	2.9135	0.0003	0.0077	0.0019
Si	11.5402	5.507	2.8575	-0.0014	0.0023	0.0097
Si	3.8512	5.4694	2.916	0.0055	0.0058	0.0137
Si	7.6871	5.5008	2.9047	0.0067	0.003	0.001
Si	1.9036	6.8088	2.8683	0.0001	-0.0007	0.0011
Si	5.7641	6.872	2.9153	-0.0015	-0.0038	0.0028
Si	9.6104	6.8666	2.9261	-0.0043	-0.0024	0
Si	1.862	2.7862	4.7466	-0.007	0.0089	-0.0062
Si	5.8123	2.732	4.7975	0.0024	0.0023	-0.0006
Si	9.5685	2.8001	4.8202	-0.0053	-0.0033	-0.0109
Si	11.5204	4.1273	4.7471	0.0091	0	-0.0036
Si	3.8751	4.0682	4.8414	0.002	-0.004	-0.025
Si	7.6965	4.2154	4.8895	0.0007	-0.0022	0.0042
Si	1.8918	8.1465	4.7956	0.0115	0.0048	-0.003
Si	5.7605	8.2981	4.8222	-0.0075	0.0003	-0.005
Si	9.5998	8.236	4.8825	0.0141	0.0068	-0.0076
Si	11.561	9.5361	4.796	-0.002	0.0011	-0.0023
Si	3.7661	9.5727	4.8586	0.0002	0.006	-0.0124
Si	7.7033	9.6594	4.8777	-0.0025	-0.002	0.0019
Si	11.4335	0.1079	6.5943	-0.0092	0.0226	-0.004
Si	3.5758	0.1298	6.7031	0.0147	0.0403	-0.025
Si	7.6283	0.0332	6.8926	0.001	0.0021	-0.0024
As	1.7092	1.6095	6.7933	-0.0053	-0.0194	0.0123
Si	5.6445	1.3255	6.7006	-0.0047	0.013	0.0267
Si	9.5634	1.503	6.8	-0.0067	-0.0095	0.005
Si	11.5707	5.4856	6.6686	0.0126	-0.0051	-0.005
Si	4.0036	5.4206	6.797	0.0088	-0.0019	-0.0041
Si	7.7507	5.6565	6.8558	-0.0029	-0.0127	0.0059
Si	2.0058	6.6514	6.6446	-0.0261	0.0124	-0.0055
Si	5.8228	6.9689	6.7521	0.0139	0.0103	-0.0013
Si	9.7665	6.9989	6.9187	-0.0021	0.0093	0.0141
O	10.0001	7.959	8.293	-0.0005	-0.0074	-0.0058
O	7.6412	9.9025	8.1984	0.0012	0.0015	-0.0074
O	7.4463	4.7246	8.2074	0.0012	0.0037	0.0053
O	3.2528	10.4685	8.2289	0.0014	-0.0109	0.0329
O	2.0566	7.5943	8.0012	0.0061	-0.0094	-0.0071
O	4.1216	4.6486	8.2867	-0.008	-0.0459	0.0452
O	9.8488	2.4199	8.1768	0.01	0.0014	0.0014
O	11.5327	4.5028	8.0045	0.0041	-0.0019	0.0007
O	5.5669	2.3478	8.0228	-0.0098	-0.0057	-0.0139
O	5.7959	7.9433	8.1153	0.0007	-0.0027	-0.0004
O	11.3115	10.2821	8.0547	0.0087	0.0057	-0.0066
O	11.2696	10.0882	21.8084	0.0021	-0.0032	-0.0038
O	3.2405	10.7152	21.5157	0.0023	0.0007	-0.0007
O	5.8166	7.7427	22.1525	0.002	0.0002	-0.0035
O	4.2376	4.4388	21.9698	-0.0007	0.0017	-0.0005
O	7.7145	9.6676	22.2031	0.002	-0.0003	-0.0022
O	10.3527	7.6542	22.1798	0.0025	-0.0014	-0.0001
O	1.6411	2.4059	22.1138	-0.0005	0.0022	-0.0029
O	5.9766	2.4342	21.9155	0.0026	0.0002	-0.0011
O	8.4473	4.7092	22.2108	0.0017	-0.0005	-0.0022
O	-0.0632	4.4439	22.0528	0.0008	-0.0018	-0.0019
O	2.3393	7.3216	21.9167	0.0001	-0.0049	-0.0041
O	9.1497	1.9219	21.914	0.0003	-0.0016	0
Si	1.9234	7.8295	9.5822	0.0006	0.0037	0.0087
Si	5.0972	0.5602	17.6893	0.0035	0.0016	-0.0006
Si	2.5697	5.3901	13.9499	0.0104	-0.0215	0.0019
Si	10.5263	3.9225	14.0004	-0.0013	-0.003	0.0015
Si	8.3148	2.3785	15.3074	0.0067	-0.0029	-0.0028
Si	9.5657	2.245	20.3796	0.0021	0	0.0006
Si	10.621	3.6128	9.0084	-0.013	0.0018	0.0092
Si	0.079	2.3387	11.5614	0.0011	0.0046	-0.0022
Si	11.1398	8.1496	15.3932	0.0033	-0.0044	0
Si	5.2167	6.9185	14.0434	0.0034	0.0022	-0.003
Si	6.0606	2.6654	11.2714	0.0056	-0.0018	-0.0081
Si	8.595	7.6678	19.3867	0.001	0.0001	-0.0002
Si	8.1201	4.8374	20.6258	0.0007	-0.0003	0.0024
Si	6.0031	9.5743	15.2048	0.0048	0.004	-0.0055
Si	2.1244	7.6262	20.3381	-0.0003	0.0035	0.0016
Si	1.9354	4.8825	18.7746	-0.0025	-0.0012	0.0028
Si	4.5181	3.4114	18.0658	0.0036	-0.0029	0.0002
Si	8.5971	8.9347	16.8156	0.0045	-0.0021	-0.0036
Si	0.9487	9.4935	13.2787	0.0033	0.0009	0
Si	9.999	10.6512	11.7135	0.0001	0.0028	-0.0008
Si	5.3632	3.6868	21.045	0.0027	-0.0001	0.0024
Si	0.6495	5.4738	16.2096	0.001	0.0039	-0.0051
Si	10.7868	9.1611	9.105	0	-0.0014	0.0034
Si	6.5969	8.8872	21.2971	0.0009	-0.0014	0.0038
Si	7.1768	7.1536	11.5149	0.0039	-0.0045	-0.0044
Si	2.7668	0.7904	12.2433	-0.0038	-0.0025	0.0042
Si	10.9077	8.6818	21.0481	0.0012	0.0027	0.0026
Si	6.0366	4.3147	15.718	-0.0025	-0.0059	-0.0028
Si	7.2003	0.4242	13.0377	0.0038	0.0017	-0.0029
As	4.0028	2.8876	8.7697	0.0611	0.022	0.027
Si	0.936	6.7594	11.8804	-0.0003	0.0068	-0.0096
Si	6.5335	9.0513	9.0695	0.0043	-0.006	-0.0005
Si	0.6809	3.2914	21.1529	0.0006	0.0014	0.0026
Si	9.8426	6.5924	12.8855	0.0003	-0.0002	-0.0032
Si	7.8819	4.5773	9.7704	0.0092	-0.0081	-0.0007
Si	4.0186	10.0516	20.2263	0.0043	0.0008	0.0018
Si	4.4089	3.0415	13.5592	-0.0016	0.0082	0.0004
Si	3.8268	10.091	9.7142	-0.0009	-0.0042	0.0048
Si	8.1282	0.7918	18.0593	0	0.0009	0.0017
O	11.4683	3.3233	12.828	0.0006	-0.0004	0.0003
O	9.5129	4.54	9.7849	0.0014	-0.0014	-0.0045
O	8.8219	3.5957	19.8654	0.0009	0.0009	-0.0007
O	4.1102	-0.1219	18.7969	0.002	-0.0037	0.0036
O	11.2902	4.5687	15.276	0.004	0.002	-0.0002
O	9.8808	9.8334	10.2926	0.0027	-0.0016	0.0011
O	3.9041	1.5444	13.1445	0.0004	0.0057	0.004
O	0.7408	9.1027	14.8481	0.0012	-0.0005	0.0008
O	6.5359	0.9754	18.3664	0.0013	0.0005	-0.0014
O	4.7501	3.1169	19.6574	0.0013	-0.001	0.0005
O	6.4641	1.1585	11.7741	-0.0002	0.0066	0.001
O	0.5484	8.6671	9.8428	0.0032	-0.0058	0.0029
O	5.6977	4.2886	17.3242	0.001	0.0008	0.0002
O	8.5223	7.3572	12.3864	-0.0036	-0.0016	-0.0002
O	4.6731	2.861	10.4199	-0.0132	0.0137	-0.049
O	2.136	5.4517	15.5187	0.0027	-0.0065	-0.0282
O	3.4199	0.1887	10.8822	0.0054	-0.0086	-0.0093
O	5.9685	7.1482	12.6066	0.0016	-0.0005	0.0032
O	2.2816	6.361	19.3434	-0.0002	-0.0009	-0.0002
O	0.6857	4.8933	17.7282	0.0067	0.0017	0.0015
O	8.5552	10.651	12.4685	0.0017	0.0013	0.0023
O	5.4403	10.1312	9.597	-0.0043	-0.0002	-0.0016
O	0.6238	8.2273	20.2075	0.0036	-0.001	-0.0004
O	9.7418	2.6447	14.6056	-0.0046	0.0032	-0.0002
O	2.1374	10.588	13.2112	0.0005	-0.0009	0.0026
O	10.0655	9.0865	16.1518	-0.0024	-0.0032	0.004
O	6.2032	10.2734	13.7359	0.0014	-0.0043	0.0075
O	7.484	1.4601	14.2624	0.0023	-0.0022	0.0031
O	1.6421	3.9347	20.0396	0.0019	0.005	-0.0037
O	5.91	5.7785	15.003	0.0017	-0.0048	0.0022
O	7.4502	8.9685	15.6725	0.0058	-0.0008	0.0033
O	1.5677	1.7375	11.7206	0.0029	-0.0007	0.0021
O	7.1174	8.3526	10.4137	-0.0018	0.0023	-0.0018
O	4.3466	1.9604	17.3269	0.0038	0.0011	0.0005
O	7.3439	3.1958	10.4353	-0.0092	0.0034	0.0048
O	11.7292	7.0084	16.3805	0.0041	-0.0061	-0.0047
O	8.3699	10.1619	17.8205	0.0032	-0.002	-0.0012
O	3.2492	8.6197	10.0967	0.0013	0.0001	0.0007
O	7.5689	3.8064	15.5321	-0.0019	0.0007	0.0005
O	3.1766	4.294	17.9278	0.0005	0.0011	0.0006
O	3.0661	3.9338	13.4568	0.0085	0.0275	0.0101
O	1.4384	8.2031	12.4339	0.0026	-0.0028	0.0005
O	1.2669	5.6812	13.0345	0.0118	-0.0033	0.0089
O	5.0559	8.2857	14.9197	0.0044	0.0001	0.0004
O	11.1873	2.3846	20.3533	0.0035	0.0021	-0.0015
O	11.1195	9.9975	12.6905	0.0042	-0.0002	0.0013
O	5.6673	3.5233	12.6152	-0.0076	-0.0045	-0.0037
O	4.9972	3.2295	15.06	0.0001	0.0058	-0.011
O	6.4896	4.7786	20.5578	0.0009	-0.0015	-0.0015
O	8.5469	1.6443	16.7384	0.0026	0.0019	-0.0067
O	10.4714	1.2496	11.4562	0.0049	-0.0001	0.0014
O	10.9271	6.6609	11.6614	0.0027	-0.0019	0.0031
O	3.2927	8.6494	19.8717	0.0014	-0.0016	-0.0012
O	1.7454	6.4715	10.4849	0.0004	0.0027	0.0033
O	7.181	8.2204	19.9519	-0.0002	0.0013	0.0005
O	8.5368	7.593	17.7541	0.0021	0.0044	-0.0025
O	3.7095	6.4874	13.6485	-0.0102	-0.0123	0.011
O	9.5399	5.0486	13.3285	0.0024	-0.0002	0.0029
O	5.5383	9.9921	20.7955	-0.001	0.0005	-0.0022
O	10.4074	7.4093	14.1551	0.0009	0.0033	0.0062
O	8.7708	6.1596	19.9566	0.0011	0.0001	-0.001
O	7.2534	5.7669	10.6732	0.0068	0.0056	0.0048
O	5.3489	10.5522	16.3599	0.0021	0.001	0.0003
O	9.0669	1.1118	19.3405	0.0046	0.0019	-0.0015
O	11.6755	3.0983	10.1251	0.0018	-0.0016	0.0006
O	9.7575	8.6971	19.8952	0.002	0.0008	-0.0006

Results
free energy: -152502.112 eV
free energy less fixed offsets of As -4856.12, O -568.88, Si -635.61 eV per atom: 3.898 eV

The program warned: the cutoff lies below the one the program advises for these potential files; the exchange-correlation potential is rough where the density is thin.
